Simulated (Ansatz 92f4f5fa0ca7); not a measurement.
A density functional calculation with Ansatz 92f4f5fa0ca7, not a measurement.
Periodic cell of 416 atoms, Si264O152, from a study of silicon, its oxide and their interface. The atomic structure is a simulated model.
Doubt: the cutoff is far below the 930 eV that the study's wrapper takes by default for these files, so forces and energies are approximate.
This geometry differs little from another in the collection (a relaxation step or a small displacement).

Settings
functional: PBE
potential files: Ansatz PAW
basis: plane waves
wave-function cutoff: 580 eV
density cutoff ratio: 5
exchange-correlation grid ratio: 1
k mesh: 1 x 1 x 1, Gamma-centred
self-consistency stop: 5e-08 eV per atom in the density residual
occupations: fixed
spin: none
net charge: 0

Cell vectors (angstrom)
a	15.4687	0	0
b	0	12.8259	0
c	0	0	36.8817

Atoms: element, x, y, z (angstrom)
Si	0.0013	1.1704	34.1759
Si	3.8841	1.1654	34.212
Si	7.7342	1.1735	34.2033
Si	11.6355	1.1685	34.2014
Si	1.961	7.5832	34.1749
Si	5.8352	7.5827	34.2114
Si	9.7076	7.5907	34.1913
Si	13.5652	7.5737	34.2049
Si	1.9336	5.247	34.6148
Si	5.8008	5.247	34.6148
Si	9.6679	5.247	34.6148
Si	13.5351	5.247	34.6148
Si	0	11.6599	34.6148
Si	3.8672	11.6599	34.6148
Si	7.7343	11.6599	34.6148
Si	11.6015	11.6599	34.6148
Si	0	4.664	35.8515
Si	3.8672	4.664	35.8515
Si	7.7343	4.664	35.8515
Si	11.6015	4.664	35.8515
Si	1.9336	11.0769	35.8515
Si	5.8008	11.0769	35.8515
Si	9.6679	11.0769	35.8515
Si	13.5351	11.0769	35.8515
Si	0	2.332	36.2638
Si	3.8672	2.332	36.2638
Si	7.7343	2.332	36.2638
Si	11.6015	2.332	36.2638
Si	1.9336	8.745	36.2638
Si	5.8008	8.745	36.2638
Si	9.6679	8.745	36.2638
Si	13.5351	8.745	36.2638
Si	1.9336	1.749	0.6188
Si	5.8008	1.749	0.6188
Si	9.6679	1.749	0.6188
Si	13.5351	1.749	0.6188
Si	0	8.162	0.6188
Si	3.8672	8.162	0.6188
Si	7.7343	8.162	0.6188
Si	11.6015	8.162	0.6188
Si	0	5.83	1.031
Si	3.8672	5.83	1.031
Si	7.7343	5.83	1.031
Si	11.6015	5.83	1.031
Si	1.9336	12.2429	1.031
Si	5.8008	12.2429	1.031
Si	9.6679	12.2429	1.031
Si	13.5351	12.2429	1.031
Si	1.9336	5.247	2.2678
Si	5.8008	5.247	2.2678
Si	9.6679	5.247	2.2678
Si	13.5351	5.247	2.2678
Si	0	11.6599	2.2678
Si	3.8672	11.6599	2.2678
Si	7.7343	11.6599	2.2678
Si	11.6015	11.6599	2.2678
Si	1.9336	2.915	2.68
Si	5.8008	2.915	2.68
Si	9.6679	2.915	2.68
Si	13.5351	2.915	2.68
Si	0	9.328	2.68
Si	3.8672	9.328	2.68
Si	7.7343	9.328	2.68
Si	11.6015	9.328	2.68
Si	0.3946	-0.2165	26.6661
Si	3.6281	-1.7793	28.5452
Si	8.2449	0.3436	27.7768
Si	10.5955	0.7688	27.5863
Si	3.6815	3.2274	28.2724
Si	5.3576	6.9152	26.5975
Si	10.7675	5.8295	25.9163
Si	13.3924	6.3303	27.4904
Si	2.2732	6.4932	27.5491
Si	6.2282	4.1122	26.7984
Si	9.7829	5.1593	28.5711
Si	13.4932	4.0252	28.0023
Si	-1.3989	10.3304	27.1014
Si	3.2544	11.3142	26.2168
Si	7.6842	10.8091	28.1192
Si	11.0221	10.555	27.2094
Si	0.0466	3.4778	29.0543
Si	1.7143	4.1373	27.4477
Si	7.9673	3.8557	29.3673
Si	11.5947	3.8054	29.3507
Si	1.674	9.8529	29.4908
Si	5.9218	7.8305	29.5774
Si	9.6806	9.8279	29.0918
Si	14.6049	9.8969	29.3234
Si	0.1265	1.154	29.5828
Si	3.7827	0.4307	29.5853
Si	7.7919	1.4509	29.7684
Si	11.4754	1.4283	29.6643
Si	2.0485	7.5114	29.7019
Si	5.7188	10.1699	29.3341
Si	9.7697	7.4026	29.6855
Si	13.7147	7.6369	29.5436
Si	1.9084	0.5027	31.012
Si	5.8016	0.6499	30.866
Si	9.668	0.6708	30.9614
Si	13.5358	0.649	30.7145
Si	0.0746	6.8871	30.8463
Si	4.0245	7.02	30.8443
Si	7.7779	7.1307	30.9293
Si	11.771	7.1543	30.9199
Si	0.0589	4.5757	31.2186
Si	3.9552	4.6689	31.2245
Si	7.7228	4.8215	31.4516
Si	11.72	4.835	31.4308
Si	1.9167	11.0146	31.5044
Si	5.9007	11.1748	31.4193
Si	9.7537	11.0755	31.1903
Si	13.6647	11.1159	31.18
Si	1.9951	4.0859	32.4911
Si	5.8035	4.0908	32.5726
Si	9.7231	4.1466	32.5456
Si	13.6106	4.0603	32.5523
Si	-0.0286	10.4649	32.6274
Si	3.9431	10.5001	32.585
Si	7.8499	10.5299	32.5455
Si	11.6896	10.5515	32.4694
Si	1.9677	1.7691	32.9897
Si	5.7946	1.7669	32.9551
Si	9.6901	1.7931	33.0208
Si	13.5492	1.7233	32.8796
Si	0.0088	8.107	32.9193
Si	3.9364	8.1507	32.9455
Si	7.768	8.2309	32.9993
Si	11.6613	8.2446	32.9829
Si	0	2.332	3.9167
Si	3.8672	2.332	3.9167
Si	7.7343	2.332	3.9167
Si	11.6015	2.332	3.9167
Si	1.9336	8.745	3.9167
Si	5.8008	8.745	3.9167
Si	9.6679	8.745	3.9167
Si	13.5351	8.745	3.9167
Si	1.8906	6.4122	4.3109
Si	5.8043	6.4065	4.3453
Si	9.6371	6.406	4.3582
Si	13.4559	6.4011	4.3343
Si	-0.0157	12.8232	4.3171
Si	3.8708	12.8263	4.3446
Si	7.7071	12.8192	4.3352
Si	11.5839	12.8116	4.3359
Si	-0.0728	5.8123	5.5105
Si	3.8284	5.8254	5.5101
Si	7.7238	5.8179	5.6482
Si	11.5333	5.764	5.6313
Si	1.9111	12.2654	5.5563
Si	5.7962	12.2562	5.629
Si	9.6309	12.1636	5.5333
Si	13.5266	12.1995	5.5497
Si	-0.0637	3.4903	5.9763
Si	3.8139	3.5063	5.9809
Si	7.6946	3.4725	5.9933
Si	11.5435	3.4156	6.0002
Si	1.8453	9.9344	5.9481
Si	5.7232	9.9011	5.9426
Si	9.5534	9.8584	6.0612
Si	13.4601	9.8779	6.0185
Si	1.8656	2.9374	7.2122
Si	5.7375	2.9561	7.242
Si	9.5992	2.7093	7.1746
Si	13.4843	2.8239	7.2151
Si	-0.046	9.3229	7.2299
Si	3.7671	9.3481	7.138
Si	7.5384	9.2487	7.3011
Si	11.508	9.2237	7.2659
Si	-0.1305	6.99	7.5364
Si	3.7588	7.0208	7.5239
Si	7.6294	6.9376	7.7855
Si	11.4527	6.9244	7.7229
Si	1.9067	13.4453	7.6125
Si	5.8209	13.4966	7.6914
Si	9.6159	13.1623	7.6428
Si	13.5581	13.3228	7.6173
Si	1.8032	6.4225	8.6962
Si	5.5821	6.3801	8.8527
Si	9.5514	6.2343	9.0415
Si	13.4593	6.3102	8.8055
Si	0.0226	12.7976	8.8731
Si	3.8597	12.9243	8.8312
Si	7.6456	12.5863	8.9319
Si	11.6594	12.5321	8.7436
Si	1.8088	4.1383	9.2587
Si	5.6128	4.0691	9.322
Si	9.5704	3.8819	9.19
Si	13.4007	4.0413	9.2266
Si	0.1935	10.52	9.2737
Si	4.1092	10.6186	9.092
Si	6.5963	10.4755	9.1262
Si	11.7762	10.2567	9.3719
Si	-0.1601	3.8139	10.5482
Si	3.6344	3.4715	10.5955
Si	7.6102	3.5374	10.4743
Si	11.5059	3.2247	10.3707
Si	2.2063	9.9844	10.5232
Si	6.6996	9.7611	11.3013
Si	9.8356	9.72	11.9024
Si	13.8045	9.9222	10.6323
Si	0.3077	0.7664	11.0798
Si	3.4633	1.1253	10.948
Si	8.2927	0.6318	11.0498
Si	11.5063	0.9246	10.6858
Si	1.9646	7.6719	10.6557
Si	5.063	7.0722	11.0214
Si	9.6681	6.8705	12.2786
Si	14.36	7.7983	11.4917
O	-0.9793	-6.1772	26.2974
O	0.4614	0.2165	28.241
O	13.2524	3.0936	26.6106
O	6.1125	7.3448	27.987
O	0.5567	7.5486	11.6002
O	7.8799	4.4216	11.8323
O	9.9077	13.681	11.0879
O	-0.2157	15.1321	11.1914
O	4.3836	13.4281	12.2066
O	10.5174	9.9803	10.4445
O	3.4679	4.2205	12.0699
O	3.4216	7.0701	11.2306
O	13.5927	7.5979	12.9355
O	1.9604	10.555	12.0929
O	15.0269	12.7865	12.2955
O	6.5612	17.5689	14.1628
O	10.3358	8.3332	12.6004
O	3.9696	3.9373	14.6673
O	5.7531	5.9744	12.0216
O	-0.213	4.8117	11.877
O	10.7194	5.8215	12.9348
O	13.3817	10.7655	12.0104
O	6.0863	10.8329	12.3698
O	11.2036	3.4613	11.9831
O	9.5368	5.4458	26.9322
O	8.3463	11.1741	24.3051
O	3.8252	6.5383	27.0052
O	3.6245	1.5872	28.3927
O	10.3109	6.7757	24.6828
O	-1.0276	-1.0127	26.4778
O	11.9027	6.6227	26.8049
O	11.3314	4.4206	25.3281
O	1.4783	7.5535	26.5843
O	1.5122	3.5158	25.8931
O	10.0769	10.0445	25.972
O	3.4442	9.9203	25.3262
O	7.4532	10.1691	26.5889
O	15.9582	1.0981	25.721
O	7.1593	3.0387	25.964
O	10.8326	1.9701	26.4611
Si	14.6766	-1.366	22.4155
Si	-2.2428	7.4989	21.4198
Si	15.7336	8.5134	22.8406
Si	9.787	16.4979	15.9193
Si	13.0615	13.0428	15.5604
Si	7.8343	-0.9266	21.0027
Si	11.9077	2.9337	25.6772
Si	1.5271	5.1223	18.6047
Si	8.999	11.9843	13.6249
Si	15.5346	14.4261	22.4285
Si	0.2917	12.949	17.3625
Si	5.1873	11.6141	22.769
Si	7.6937	13.108	18.1127
Si	13.5191	12.2499	12.6628
Si	13.6563	7.0264	14.4725
Si	4.8108	13.7024	13.759
Si	8.5211	6.337	21.307
Si	8.9541	12.5879	23.77
Si	3.1217	4.7635	13.5613
Si	12.4721	2.3234	22.6423
Si	7.2302	1.3758	25.9028
Si	15.9477	10.8488	19.6955
Si	11.4806	5.059	21.2472
Si	6.3438	11.0506	13.9646
Si	0.6133	8.4642	15.5691
Si	5.0245	11.3844	17.7792
Si	7.0898	5.4706	12.7948
Si	9.0021	9.1179	19.8108
Si	3.2585	8.1724	21.8144
Si	11.0634	9.491	21.7101
Si	18.3909	-0.2872	15.6112
Si	4.3204	0.3834	25.1834
Si	0.0622	7.8194	25.8457
Si	16.7404	8.1354	18.5797
Si	9.2978	7.6644	23.7674
Si	10.982	4.274	13.3488
Si	6.7347	5.786	19.0611
Si	5.616	8.898	16.0886
Si	4.5634	9.0883	24.4492
Si	-0.9238	4.2029	17.6048
Si	15.8936	2.5347	19.4481
Si	19.2368	6.7786	19.2831
Si	12.6339	6.2394	18.8008
Si	7.015	3.3001	17.3297
Si	1.5825	2.1127	25.0368
Si	13.4575	3.1267	14.8411
Si	8.5486	9.9904	25.3968
Si	11.6829	12.3102	22.7388
Si	5.55	3.5588	14.6876
Si	11.0339	6.5317	16.3442
Si	3.2754	7.5814	14.6611
Si	-0.0252	4.5937	13.4908
Si	2.188	10.1511	13.6639
Si	10.1738	13.3901	16.1815
Si	3.5058	-1.8891	20.5184
Si	8.3381	7.7423	17.1941
O	11.5695	6.976	17.8206
O	8.1965	6.6647	13.013
O	17.0112	4.6174	13.8769
O	17.4344	11.3047	20.1784
O	3.5175	6.8143	20.9234
O	11.0229	-1.7178	21.8539
O	12.3527	4.1429	14.217
O	10.0978	11.0107	12.8848
O	-0.9876	3.2417	18.9503
O	16.5643	2.3229	23.482
O	5.0387	12.9062	23.7371
O	11.7492	3.6131	21.9496
O	5.7219	2.2298	13.7569
O	10.5927	9.2039	20.1708
O	13.2527	7.3662	19.796
O	8.1385	0.9575	24.5649
O	3.8395	9.3749	20.8718
O	9.7435	3.7179	14.2728
O	8.3117	8.5394	24.7175
O	0.721	1.4101	18.2868
O	6.4686	4.2909	18.4909
O	11.6647	12.7102	16.3749
O	-0.7364	7.5683	21.9761
O	5.6524	0.8959	26.007
O	3.7929	-1.1359	21.9288
O	5.3851	8.1099	25.4757
O	5.6999	12.482	14.3531
O	15.9797	1.7614	20.8689
O	8.2765	10.4073	20.4972
O	14.5284	8.0259	15.4194
O	10.3171	15.016	16.3738
O	12.823	14.4751	14.8262
O	4.4859	11.4336	19.3167
O	0.8486	9.7167	14.5266
O	13.8295	3.4547	16.3814
O	8.4895	7.7685	20.5394
O	7.8833	6.4725	18.1197
O	9.5957	7.3342	16.2026
O	9.6971	13.0293	14.6512
O	7.2745	5.5552	20.6026
O	6.3632	11.7502	21.6692
O	14.8205	3.1538	13.9468
O	8.75	8.9852	18.2026
O	12.1807	6.8765	15.1985
O	13.7726	5.6034	17.8485
O	2.9283	8.0644	18.6473
O	16.0139	9.2128	19.5784
O	16.9123	3.8256	19.6184
O	5.8461	3.1676	16.224
O	5.4349	10.2436	23.6597
O	7.9203	11.0431	14.4142
O	15.5134	12.8235	22.7898
O	12.3595	6.2281	22.0152
O	14.6009	5.6885	14.3639
O	15.6376	-1.2211	18.2862
O	3.2128	8.8813	13.6765
O	11.872	0.9354	21.9848
O	1.444	12.8299	16.2152
O	3.8967	12.0707	16.8293
O	0.8323	8.7767	17.1455
O	3.1183	1.5151	25.0567
O	7.0598	8.1706	16.28
O	9.0724	12.8109	17.256
O	6.4513	12.1689	17.6168
O	10.7492	4.9108	16.3966
O	3.5399	1.0075	14.8071
O	10.5992	12.5916	23.9637
O	12.5711	8.9212	21.8793
O	8.3337	3.9056	16.5903
O	5.2574	9.8136	17.39
O	10.1285	8.7101	22.8105
O	14.314	13.0916	16.6029
O	15.8324	7.7655	24.2688
O	2.8437	11.3902	14.4617
O	8.3371	6.6685	22.8962
O	8.7141	12.6569	22.1559
O	3.6218	6.2904	13.7744
O	7.9198	12.8616	19.7024
O	11.9608	5.0342	19.684
O	4.4231	7.8029	15.8141
O	0.6623	4.5851	17.2978
O	5.6549	9.8438	14.7779
O	1.6901	8.4505	22.0853
O	14.0871	2.3548	22.4705
O	7.3136	1.8477	17.9627
O	12.2193	2.2557	24.2461
O	16.2867	6.5907	18.9707
O	13.3343	12.0497	14.2816
O	3.9638	8.1041	23.2861
O	3.1278	5.4484	18.5434
O	15.287	10.0816	23.0562
O	9.8944	5.4479	21.2179
O	-2.2825	11.7295	23.0649
O	1.7701	7.3372	15.2657
O	14.7802	-1.5598	20.7783
O	5.3779	6.7182	19.009
O	7.4179	2.0091	11.0522
O	12.4115	0.4315	11.9825
O	12.4956	9.9131	26.9028
O	1.9179	0.7183	11.3795
O	9.5548	6.7487	10.6383
O	4.7274	3.527	27.0497
O	4.0563	3.8567	29.7546
O	-7.2248	9.451	11.7038
O	8.067	-0.0746	12.5101
O	13.6388	6.8051	10.399
O	-8.6955	4.3297	28.3212
O	1.6234	-1.2093	26.2536
O	6.1091	5.5605	26.0329
O	11.2868	-0.6531	27.1019
O	5.7095	8.4833	11.4978
O	14.9457	-3.549	26.2208

Results
free energy: -254275.728 eV
free energy less fixed offsets of O -568.88, Si -635.61 eV per atom: -4.928 eV

Forces (eV/angstrom), in the order of the atoms: element, x, y, z
Si	0.02	0.0112	-0.003
Si	-0.0033	0.0146	0.0036
Si	-0.0124	0.0143	-0.0024
Si	0.002	0.0122	-0.0046
Si	0.0021	0.0073	-0.0052
Si	0.0181	0.0077	0.0101
Si	-0.0082	0.0071	-0.0166
Si	-0.0175	0.0032	-0.0153
Si	0.1203	0.0304	-0.3627
Si	-0.0744	0.1193	0.1539
Si	0.1359	0.142	0.1216
Si	0.1992	-0.1075	-0.008
Si	-0.0997	0.0684	0.4044
Si	0.0797	-0.014	0.2535
Si	0.2688	0.1997	-0.0004
Si	0.1801	0.1213	-0.365
Si	-0.0956	0.0209	-0.0069
Si	0.0181	0.0253	-0.0095
Si	-0.0115	-0.0032	-0.0073
Si	-0.0744	-0.0378	-0.0176
Si	-0.0052	0.0182	0.0141
Si	-0.0695	0.0003	-0.0257
Si	-0.0782	-0.029	-0.0409
Si	0.0185	0.0826	0.0367
Si	-0.0784	-0.0635	-0.1206
Si	0.0526	-0.0072	0.0675
Si	-0.0531	0.0304	0.0302
Si	0.1487	0.0511	-0.0012
Si	0.0476	-0.0204	-0.1441
Si	0.0193	0.0154	0.0764
Si	0.0537	-0.0082	-0.0152
Si	0.134	-0.0139	0.0168
Si	-0.0069	-0.0135	-0.0364
Si	-0.0289	0.0391	0.0194
Si	-0.0181	-0.0498	-0.0445
Si	-0.0331	0.028	0.0197
Si	-0.0602	0.0011	-0.0139
Si	-0.0436	0.009	-0.019
Si	-0.0054	-0.0046	-0.0118
Si	-0.0596	-0.0415	-0.017
Si	0.0809	0.0043	0.0275
Si	-0.024	0.0135	0.0385
Si	-0.003	0.0077	0.002
Si	0.0689	0.0049	-0.0034
Si	0.0031	-0.0162	0.0133
Si	0.0593	-0.0159	-0.0067
Si	0.069	0.0254	0.0322
Si	-0.0436	-0.0288	0.0085
Si	-0.0778	0.0053	-0.117
Si	0.0763	0.0163	0.0601
Si	-0.0795	-0.0069	0.148
Si	-0.187	-0.0213	-0.0076
Si	-0.0105	-0.0198	-0.0881
Si	0.0269	0.0153	0.0882
Si	-0.0994	0	0.0061
Si	0.0023	0.0034	0.0142
Si	0.0122	-0.0073	0.0268
Si	0.0327	-0.0198	-0.002
Si	0.0316	0.0138	0.013
Si	0.041	-0.0242	-0.0065
Si	0.0877	-0.0392	-0.001
Si	0.0335	-0.0613	-0.0306
Si	0.0215	-0.0152	0.0053
Si	0.0756	0.1005	0.0784
Si	-0.0092	0.0081	-0.014
Si	-0.0261	-0.0026	-0.0208
Si	-0.0201	0.0197	-0.0025
Si	0.0119	-0.0374	-0.2132
Si	-0.1196	0.0592	-0.0214
Si	-0.0078	0.0086	0.0314
Si	-0.0265	0.0048	-0.0204
Si	-0.0182	0.0246	-0.0503
Si	0.0643	-0.0591	-0.0916
Si	0.0164	-0.0764	0.041
Si	-0.1407	0.1025	-0.0582
Si	-0.0765	-0.0407	-0.066
Si	-0.0121	-0.0566	-0.0808
Si	-0.0386	0.0204	-0.0203
Si	-0.0184	0.0197	-0.0628
Si	-0.0311	-0.0159	0.0252
Si	0.0567	-0.0204	-0.0106
Si	-0.0374	0.0414	0.0499
Si	-0.052	-0.1044	-0.0632
Si	-0.0175	-0.0768	0.0042
Si	-0.0125	-0.0104	0.0084
Si	-0.0116	-0.0348	-0.0925
Si	0.0077	0.0051	0.012
Si	0.0456	-0.0424	0.0147
Si	0.0006	-0.0203	-0.0171
Si	-0.0592	-0.0034	-0.0384
Si	-0.0657	0.0363	-0.0297
Si	0.0505	0.0687	0.119
Si	-0.0209	0.0696	0.0169
Si	0.0148	-0.0389	-0.0461
Si	0.0244	0.0059	-0.0581
Si	0.0202	-0.0067	-0.0298
Si	0.0112	-0.0291	0.0034
Si	0.0681	-0.005	-0.0082
Si	0.0246	-0.0564	0.0354
Si	0.0098	-0.014	-0.0497
Si	0.0036	-0.0026	-0.0026
Si	0.0481	0.0064	-0.008
Si	-0.0027	0.0074	0.0083
Si	-0.0531	-0.0023	-0.0275
Si	-0.0242	-0.0279	-0.0037
Si	0.0179	-0.0195	-0.0928
Si	0.0672	0.0372	0.0085
Si	-0.0513	0.0401	-0.0858
Si	-0.0005	0.009	-0.044
Si	-0.0259	0.0645	0.0129
Si	0.009	-0.0012	-0.0394
Si	0.0063	0.0458	0.0338
Si	0.0405	-0.0044	0.0253
Si	-0.0235	-0.0184	0.0079
Si	-0.0292	-0.0101	0.0504
Si	0.089	0.0015	0.0264
Si	-0.0269	0.0039	0.0051
Si	0.0059	-0.044	0.011
Si	0.0143	0.0266	0.0321
Si	0.02	-0.0018	-0.0043
Si	-0.0237	-0.0105	-0.0324
Si	-0.0012	-0.0243	-0.0091
Si	0.0207	-0.0165	-0.0441
Si	-0.0138	-0.023	0.0206
Si	0.0109	0.0061	0.0051
Si	-0.0315	0.0207	-0.0015
Si	0.0007	-0.0436	-0.01
Si	0.007	0.0246	0.0077
Si	-0.1442	-0.0373	-0.0342
Si	-0.06	-0.0097	0.0626
Si	-0.162	-0.0446	0.0207
Si	-0.0729	-0.2119	-0.0679
Si	-0.1639	0.0261	-0.1343
Si	-0.0618	-0.0774	-0.2658
Si	-0.2099	-0.1524	0.4414
Si	-0.1718	-0.1241	0.2063
Si	-0.022	-0.0178	0.0044
Si	0.0132	-0.0179	0.014
Si	0.0145	-0.0187	-0.0139
Si	-0.0208	-0.0032	-0.0077
Si	-0.0056	-0.004	0.0042
Si	0.0216	-0.0089	0.0152
Si	0.0168	-0.0022	-0.0066
Si	0.0062	0.0066	0.0049
Si	0.0389	0.0043	-0.0106
Si	0.0208	0.0011	0.0074
Si	-0.0234	0.0233	0.0038
Si	0.0133	0.0383	-0.0107
Si	-0.0086	0.0044	0.0132
Si	-0.0163	0.0363	-0.0213
Si	-0.0042	-0.0018	0.0148
Si	0.0188	0.0262	-0.0025
Si	0.0018	-0.0127	-0.0026
Si	-0.0062	-0.0023	-0.0228
Si	-0.0127	-0.0165	-0.0122
Si	-0.0199	-0.0297	-0.0096
Si	0.0029	-0.0215	0.0056
Si	0.0117	-0.0391	0.0016
Si	-0.0018	-0.0229	-0.0097
Si	-0.0152	-0.0257	0.0003
Si	-0.0157	0.0301	-0.0027
Si	0.0613	0.044	-0.0817
Si	-0.0182	-0.014	0.0331
Si	0.0224	0.0381	-0.0259
Si	-0.0448	0.0598	-0.0254
Si	0.0064	0.0427	-0.0307
Si	0.0058	0.0364	0.0136
Si	-0.0002	0.0114	-0.0065
Si	-0.0212	-0.0627	0.0088
Si	-0.0274	-0.0599	0.0346
Si	0.0269	-0.0252	0.0017
Si	0.0124	-0.0319	0.0355
Si	0.0116	0.0028	-0.0097
Si	0.0054	-0.0246	-0.0041
Si	0.0175	0.0328	0.029
Si	-0.0249	-0.0194	-0.0098
Si	0.016	0.0223	-0.0005
Si	0.012	-0.0368	-0.0918
Si	0.0183	0.0777	0.0509
Si	0.0309	0.2089	0.2012
Si	0.027	0.0275	-0.0607
Si	-0.04	-0.0057	0.0491
Si	0.0516	0.024	0.0179
Si	-0.0366	-0.0034	-0.059
Si	-0.0009	-0.022	0.0461
Si	-0.0832	0.0074	0.136
Si	-0.0387	-0.0059	0.0435
Si	0.0392	-0.0369	0.0284
Si	0.083	-0.0523	0.0784
Si	-0.0154	-0.0312	0.1319
Si	0.0001	-0.0021	-0.0879
Si	0.0024	-0.023	0.0561
Si	-0.0084	-0.0798	-0.0201
Si	0.0705	0.0208	0.0495
Si	0.0644	-0.0593	-0.055
Si	-0.0394	-0.021	0.0016
Si	0.0248	0.0342	-0.0375
Si	-0.0672	-0.0074	-0.0066
Si	0.0265	0.0402	0.0711
Si	-0.0725	-0.0989	0.1516
Si	0.0867	0.2014	0.0845
Si	-0.0552	0.0014	-0.0739
Si	0.0853	0.0608	0.0021
Si	-0.0451	-0.0365	0.0792
Si	-0.0276	-0.0049	0.0182
Si	-0.01	0.0284	0.1619
Si	-0.0032	-0.0076	-0.029
Si	-0.0199	0.052	-0.1072
O	0.023	0.0011	0.0162
O	-0.0005	0.0396	0.0348
O	0.0171	0.0198	0.0515
O	-0.0113	-0.0078	0.0473
O	-0.0263	-0.0248	0.0021
O	-0.0203	0.0293	-0.0018
O	-0.054	-0.0267	-0.0318
O	0.0387	-0.1324	-0.0438
O	-0.0049	-0.0204	0.0106
O	0.0338	-0.0094	-0.031
O	0.0013	-0.0131	-0.036
O	-0.0251	0.0235	-0.0728
O	0.0343	-0.0247	-0.0179
O	-0.0127	-0.0159	-0.0161
O	-0.0202	-0.0105	-0.0252
O	0.0284	0.0363	-0.0418
O	0.0082	-0.0151	-0.0108
O	-0.0007	0.0303	-0.0316
O	0.0193	-0.0225	-0.033
O	0.0203	-0.0231	-0.0082
O	-0.0044	-0.0192	-0.0241
O	0.0932	0.0312	-0.1077
O	0.0115	0.0076	-0.0174
O	0.0215	0.0509	0.0093
O	0.0478	-0.0032	0.0898
O	0.003	-0.0264	0.0234
O	-0.0397	0.0137	0.0205
O	0.0375	-0.0288	0.0354
O	0.0081	-0.0192	0.0337
O	0.0336	0.0406	0.0194
O	0.0213	0.0008	0.0464
O	-0.0117	-0.0036	0.022
O	-0.0591	0.0017	0.028
O	-0.0006	-0.0339	-0.0499
O	-0.0294	-0.0116	-0.0222
O	-0.0294	0.0088	0.0272
O	0.0216	0.0099	0.0519
O	-0.0044	-0.0151	0.052
O	-0.0324	-0.0017	0.0174
O	0.005	-0.0101	0.0526
Si	-0.0296	0.0199	-0.0149
Si	-0.0148	0.0201	0.0013
Si	-0.008	0.008	-0.0142
Si	0.0043	-0.0444	0.0302
Si	-0.0068	0.0321	0.0534
Si	-0.001	0.0002	0.0046
Si	-0.0186	-0.0429	0.0188
Si	-0.0136	-0.0031	-0.0261
Si	-0.0213	-0.0314	0.0546
Si	-0.033	-0.0063	0.0013
Si	0.0074	0.008	-0.0171
Si	0.007	-0.0093	-0.0036
Si	0.0137	-0.0065	-0.0099
Si	-0.0262	-0.0441	0.0041
Si	0.0357	0.0286	0.0299
Si	-0.0101	0.0242	0.0961
Si	0.0257	0.0276	0.0263
Si	0.0177	0.0089	0.0151
Si	-0.0112	-0.0061	0.0325
Si	0.0102	-0.0395	-0.0513
Si	0.0218	-0.0205	0.0274
Si	-0.0126	0.0228	-0.0024
Si	0.0096	-0.0167	-0.0032
Si	0.029	-0.0004	0.0308
Si	-0.0011	-0.0201	0.0168
Si	-0.008	0.0091	-0.0148
Si	-0.0204	-0.0007	0.0159
Si	0.0116	-0.0214	-0.0086
Si	0.0059	0.0233	0.0201
Si	0.023	0.0122	0.008
Si	0.0255	0.0205	0.0147
Si	0.0223	0.0129	0.008
Si	0.0292	0.0407	0.0185
Si	-0.0037	0.021	-0.0442
Si	-0.0052	0.0018	-0.0249
Si	0.0188	0.0129	0.0017
Si	0.0071	0.0081	-0.0086
Si	0.0176	0.0331	-0.0051
Si	0.0186	0.0113	-0.0401
Si	-0.0134	-0.0175	-0.0236
Si	-0.0292	-0.0396	0.0091
Si	-0.0015	0.0218	0.0232
Si	-0.0187	0.013	-0.0058
Si	-0.0002	-0.0291	-0.0399
Si	0.0002	0.0101	-0.0185
Si	0.0327	-0.0159	0.0438
Si	0.0051	0.0195	-0.0087
Si	0.0032	0.029	-0.0368
Si	-0.0171	-0.0419	0.0514
Si	0.0075	0.0056	0.0095
Si	-0.024	0.0067	0.0787
Si	0.0315	-0.0032	0.0222
Si	0.0253	0.0051	0.0691
Si	0.0214	0.0066	0.019
Si	0.0186	-0.0064	-0.0086
Si	-0.0098	0.0185	-0.0215
O	0.0124	-0.0032	0.0156
O	0.0064	0.0133	0.0024
O	0.0009	-0.0027	-0.0595
O	0.0037	-0.0055	0.0028
O	0.0047	-0.0148	-0.0193
O	0.0031	-0.013	0.0049
O	-0.0152	0.0239	-0.04
O	-0.0025	-0.0226	-0.0443
O	0.0228	0.0018	0.0162
O	0.0156	0.0104	0.0303
O	-0.016	-0.002	-0.0053
O	-0.0113	0.0246	-0.0012
O	0.0068	0.0188	-0.0271
O	-0.0193	-0.0069	-0.0106
O	0.0026	-0.0098	0.0126
O	-0.0231	0.0252	0.0177
O	-0.0038	-0.0092	-0.0143
O	0.0086	-0.0015	-0.0171
O	-0.0017	0.0083	0.0048
O	0.003	0.0083	0.003
O	-0.0118	0.0141	0.0221
O	-0.0011	0.0022	-0.008
O	-0.0028	-0.0036	0.0109
O	0.0183	0.0088	0.0023
O	0.0009	-0.0014	0.009
O	0.002	-0.0142	0.0165
O	-0.0048	0.0062	-0.0153
O	0.0114	0.024	-0.0343
O	-0.0058	0.0059	0.0007
O	0.0146	0.0068	-0.0312
O	-0.0038	0.0153	-0.0121
O	0.0058	0.0038	-0.0242
O	-0.0028	0.0041	0.0043
O	-0.003	0.0097	-0.0581
O	-0.0008	0.0084	-0.0136
O	-0.0169	-0.0196	-0.0032
O	0.0027	-0.015	0.0015
O	-0.004	0.0006	0.0001
O	-0.0089	0.0034	-0.0386
O	-0.0135	-0.0046	-0.0129
O	0.0104	-0.0021	-0.0022
O	-0.0261	-0.0008	-0.0122
O	0.0028	0.0024	0.0001
O	-0.0175	-0.0119	-0.0168
O	0.0112	0.0034	0.0072
O	0.0087	-0.014	0.0052
O	0.0099	-0.0059	0.0036
O	0.0133	0.0161	-0.0025
O	0.0138	0.0103	-0.0153
O	-0.0105	0.0017	0.0113
O	0.0183	0.0212	-0.0396
O	0.0015	-0.0056	0.0097
O	-0.0014	-0.0016	-0.0027
O	-0.0126	-0.0161	-0.0359
O	-0.0027	0.0016	-0.0046
O	-0.008	0.0051	-0.0487
O	0.0012	0.0042	0.0122
O	-0.0118	-0.0032	0.0094
O	0.0046	-0.0076	-0.001
O	0.0139	-0.0087	0.011
O	0.0049	-0.0024	0.0048
O	0.0275	-0.0138	0.0024
O	-0.0128	-0.0041	0.0078
O	0.003	0.0014	-0.0032
O	-0.0015	0.0102	-0.0071
O	0.0073	-0.0116	-0.0521
O	-0.0178	0.0019	0.0148
O	0.0101	-0.0313	-0.0074
O	0.0071	0.0147	-0.0068
O	-0.0005	0.0129	0.0172
O	-0.0019	0.0022	0.0142
O	0.0136	-0.0113	0.0043
O	0.0072	0.004	0.0149
O	-0.0021	-0.0048	-0.0335
O	0.0053	0.0009	-0.0257
O	-0.0046	-0.0007	-0.0056
O	-0.0048	0.002	-0.0366
O	0.0095	0.0024	0.0172
O	-0.0042	0.0096	-0.0023
O	0.0023	-0.0072	-0.0163
O	0.0134	0.0159	0.0206
O	0.0002	0.0008	-0.0134
O	-0.0118	-0.0065	0.0079
O	-0.0011	0.0012	0.0155
O	-0.0047	0.0208	0.0117
O	0.0059	0.0068	0.0386
O	0.0173	-0.0069	0.0013
O	0.0062	-0.0138	-0.0805
O	-0.0064	-0.0029	0.0135
O	-0.0039	0.0014	0.0002
O	0.0195	-0.016	0.0136
O	-0.0026	0.0042	-0.0136
O	0.0087	-0.0074	0.0112
O	-0.0052	0.0145	-0.0197
O	0.0041	-0.0032	-0.0158
O	-0.0024	-0.002	0.0019
O	0.007	-0.0459	-0.0001
O	0.0112	-0.0068	-0.0292
O	-0.0172	0.0176	0.0235
O	-0.0938	0.0127	-0.04
O	-0.0014	-0.0001	-0.0491
O	0.0728	-0.0033	-0.0067
O	0.0184	0.0332	0.0806
O	-0.0208	0.0251	-0.0233
O	0.014	0.0135	-0.0502
O	0.0132	0.0115	-0.0896
O	0.0688	0.0038	-0.0165
O	0.0338	0.0032	0.0365
O	0.0074	0.0135	0.0152
O	-0.0275	0.0223	0.068
O	0.0245	-0.002	-0.0739
O	0.0184	-0.0521	0.0233

The program warned: the cutoff lies below the one the program advises for these potential files; the forces do not sum to zero within the program's tolerance; the exchange-correlation potential is rough where the density is thin.
